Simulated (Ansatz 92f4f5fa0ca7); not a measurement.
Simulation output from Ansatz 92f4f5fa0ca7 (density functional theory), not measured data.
Periodic cell of 184 atoms, Si120O64, from a study of silicon, its oxide and their interface. The atomic structure is a simulated model.
This geometry differs little from another in the collection (a relaxation step or a small displacement).

Settings: functional r2SCAN; potential files Ansatz PAW; basis plane waves; wave-function cutoff 800 eV; density cutoff ratio 5; exchange-correlation grid ratio 1; k mesh 1 x 1 x 1, shifted by 0.5 0.5 0 of a step; self-consistency stop 1e-10 eV per atom in the density residual; occupations fixed; spin none; net charge 0.

Cell vectors (angstrom)
a 10.887 0 0
b 0 10.887 0
c 0 0 27.4207

Atoms and the computed forces on them: element, x, y, z (angstrom), force x, y, z (eV/angstrom)
Si -4.8406 2.8991 -0.707 -0.0044 0.0026 -0.0113
Si -2.1797 7.9361 -7.7443 -0.0012 -0.0009 0.0009
Si 4.2872 14.6317 0.6253 0.0031 -0.0037 -0.0051
Si -1.6912 1.0352 -6.4755 -0.0017 -0.0021 0.0027
Si 11.6287 -5.7927 -1.3357 0.0006 -0.0021 0.0006
Si 8.2889 7.2683 -0.1266 -0.0029 0.0024 0.0017
Si 4.8488 10.2527 1.3661 -0.0014 0.0055 -0.0065
Si 3.3286 13.7397 -7.5804 -0.0001 0.0006 0.0007
Si 9.7803 4.0316 -6.0465 0.0013 0.0014 -0.0013
Si 8.0584 5.5247 2.8539 0.0011 0.0003 0.0021
Si 0.3327 10.1559 0.1395 -0.0029 0.0025 -0.0007
Si 18.412 15.9728 -4.3884 -0.0008 0.0012 0.0017
Si 4.0729 6.0136 1.101 0.0039 -0.0021 -0.0023
Si 5.4814 8.3698 2.7342 -0.0025 -0.002 -0.0026
Si 11.3425 7.7353 2.8624 0.0027 -0.0002 0.0025
Si 18.9575 3.5905 -1.6955 -0.0016 -0.0017 0.0037
Si 1.2948 1.1501 1.3616 0.0004 -0.0005 -0.0009
Si 2.9516 0.1092 2.6915 -0.0029 -0.0003 0.0012
Si -1.1109 8.7384 1.3499 0.0005 0.0008 -0.0034
Si 2.3409 6.016 2.8137 0.0012 0.0015 -0.0011
Si 5.3656 3.0225 2.6984 -0.0005 0.0002 0.0012
Si 8.5456 -0.5371 2.749 -0.001 0.0017 -0.0039
Si 4.24 11.3939 -1.4462 0.0007 0.0037 -0.0021
Si 10.8596 2.663 2.651 0.0032 0.0022 -0.0026
Si 1.3723 4.12 3.9638 0.0004 -0.0012 0.0004
Si 4.1996 1.4855 4.0881 0.002 0.0002 -0.0007
Si 1.5234 9.5349 4.0158 0.0001 0.0011 -0.0015
Si 4.0305 7.0272 4.1329 -0.001 0.0026 0.0015
Si 6.6821 4.2402 4.2014 0.0009 -0.0014 -0.002
Si 9.5481 1.2705 4.0035 -0.001 0.0008 0
Si 6.9188 9.4885 4.1878 0.0015 0.0004 0.0016
Si 9.5967 6.7684 4.1532 0.0006 -0.0019 0.0002
Si 0.082 -0.0088 5.3666 0.0012 0.0008 -0.0002
Si 2.7545 2.7869 5.394 -0.0003 0.0002 -0.0004
Si -0.0092 5.3445 5.4713 0.0006 0.0009 -0.0012
Si 2.7272 8.2694 5.5717 0.0008 -0.0006 0.0004
Si 5.5365 0.059 5.4475 -0.0012 0.0019 0.0002
Si 8.1261 2.7031 5.3441 0.0006 0.0017 -0.0011
Si 5.3346 5.5882 5.5064 0.0001 -0.0014 0.0002
Si 8.2253 8.1129 5.5302 -0.0004 0.0012 0.0007
Si 1.3933 1.3789 6.7505 -0.001 0.0012 0.0003
Si 4.0353 4.1334 6.8229 -0.0008 0.0012 -0.0003
Si 1.327 6.7872 6.8072 -0.0001 0.0003 0
Si 4.1431 9.5991 6.83 0.0006 -0.0004 -0.0003
Si 6.8564 1.4239 6.8128 0.0001 -0.0009 0.0006
Si 9.49 4.0147 6.801 0.0017 -0.0004 0.0004
Si 6.7861 6.815 6.8588 0.0009 0.0009 -0.0001
Si 9.6077 9.5352 6.7706 0.002 -0.0008 0.0002
Si -0.003 2.6814 8.1569 0.0014 0.0005 0.0003
Si 2.7473 0.0341 8.144 0.0004 -0.0003 0.0002
Si -0.0135 8.1535 8.1868 0.0007 0.0015 -0.0005
Si 2.6308 5.408 8.1946 0.0004 -0.0004 -0.0006
Si 5.4778 2.7948 8.1505 0.0003 0.0002 -0.0008
Si 8.2491 0.0306 8.0972 -0.0002 -0.0002 0
Si 5.4424 8.1883 8.1948 -0.0001 0.0006 -0.0005
Si 8.1192 5.4115 8.1673 -0.0006 -0.0001 -0.0002
Si 1.2746 4.0452 9.6006 0.0023 0.0004 -0.001
Si 4.1368 1.3785 9.4426 0 0.0001 0.0012
Si 1.4062 9.5065 9.5041 -0.0005 0.0006 -0.0014
Si 4.0312 6.7493 9.4797 0.0008 0.0004 0.0005
Si 6.791 4.1241 9.6162 -0.0001 0.0009 -0.0001
Si 9.5678 1.328 9.5448 0.0008 0.0002 -0.0001
Si 6.851 9.6062 9.4184 0.0007 0.0015 0.0004
Si 9.41 6.8341 9.5152 0 0.0006 0.0006
Si 0.1043 -0.0162 10.8904 0.0009 -0.0003 0.0006
Si 2.8267 2.6643 10.8389 0.0014 0.0003 -0.0001
Si -0.2343 5.4142 10.8857 -0.0012 -0.0011 -0.0015
Si 2.7006 8.068 10.8659 0.0009 0.0017 -0.0003
Si 5.4534 -0.0283 10.7982 0.0012 0.0021 -0.0007
Si 8.1209 2.6336 10.8826 0.0017 0.0036 -0.0007
Si 5.3697 5.5147 10.9733 0.0013 -0.0005 0.0006
Si 8.0671 8.2687 10.8678 0.0009 0.0019 -0.0013
Si 1.6771 1.1648 12.2343 -0.0021 0.0027 0.0032
Si 2.1798 4.8966 13.3595 0.0022 0.0025 0.0026
Si 1.228 6.7079 12.1597 0.0002 -0.0001 0.0003
Si 4.4122 9.1719 12.0691 0.0005 0 0.0026
Si 8.2906 0.1708 13.5371 0.0001 0.0013 0.0039
Si 9.4106 3.9345 12.3299 -0.0036 0.003 0.004
Si 6.2371 7.4167 12.1454 -0.0011 -0.0002 0.002
Si 9.536 9.573 12.181 0 0.0004 -0.0025
Si -3.7833 6.5343 14.131 -0.0039 0.0028 -0.0036
Si 0.7471 7.494 19.5668 -0.0011 0.0005 0.0029
Si -1.6667 18.0208 14.9785 -0.0002 0.0029 0.0063
Si 4.097 4.0014 12.3179 0.0009 0.0028 -0.0006
Si 5.5364 2.7172 13.7949 0.0075 0.0088 -0.0087
Si 3.316 -3.5241 21.7863 0.0002 -0.0003 0.0016
Si 4.647 11.1698 18.4825 0 -0.001 0.0013
Si 6.7066 12.2069 12.2554 0.0008 -0.0038 0.0001
Si 7.7318 -0.1062 18.725 -0.0006 0.0001 -0.0012
Si 1.2811 0.8545 16.5977 -0.0045 0.0001 0.0023
Si -0.1043 8.1142 13.5016 -0.001 0.0023 -0.0013
Si 10.3144 3.4698 18.4492 -0.0047 0.0049 -0.0022
Si 3.4449 8.4201 19.5575 0.0025 -0.0014 -0.0014
Si 11.4995 3.0471 13.2279 -0.0021 0.0007 -0.0011
Si -4.9802 7.1306 16.0085 -0.0103 0.0045 0.0014
Si -0.6781 2.4089 14.9839 -0.0021 0.0029 -0.0017
Si -10.0395 -5.2579 23.0177 0.0003 0.0003 0.0001
Si -6.7087 30.6674 24.325 0.0002 0.0001 -0.0007
Si 8.932 0.5542 25.9677 0.0019 -0.0002 -0.0014
Si -29.515 -0.3973 13.6289 0.0033 -0.0028 -0.0026
Si 22.4296 1.594 19.3933 0.0014 0.0016 0.0007
Si -3.1432 -1.4231 16.0937 -0.0007 -0.0022 -0.0021
Si 7.4651 -6.6451 14.1115 0.0071 0.0007 -0.0017
Si -12.7076 4.202 15.8615 0.0005 0.0011 -0.0012
Si -12.6388 14.7741 28.9659 -0.0023 -0.0022 -0.0012
Si -19.8703 5.0781 18.3513 -0.0007 -0.0005 -0.0007
Si -11.4848 -2.8962 22.1549 0 -0.001 -0.0002
Si -1.4991 -5.7671 26.953 -0.0014 -0.0023 -0.0015
Si 12.3774 -1.6573 14.802 -0.0027 0.0005 0.0028
Si -3.7051 13.4112 28.7286 0.0008 0.0099 0.0025
Si -14.6152 -10.6205 28.5061 0.0012 -0.0046 -0.0045
Si 2.3812 18.6856 26.6385 -0.0003 -0.0003 -0.0022
Si -3.6139 -2.8228 24.3159 0.0017 0 0
Si -28.6221 -20.7372 15.4118 -0.01 -0.0076 0.0109
Si -4.9164 6.4838 18.8483 -0.0012 0.0035 -0.0052
Si -16.6559 -6.0383 21.2001 0 0.0019 -0.0005
Si -8.0338 28.3945 15.8566 0.0111 0.0013 -0.0103
Si -26.1726 -15.0685 28.877 0.0005 0 -0.0021
Si -13.1828 -0.9771 23.28 -0.0005 0 -0.0014
Si -8.4848 2.5447 27.2601 0.0018 -0.0016 -0.0013
O 6.3962 -13.141 -10.9331 0.0012 -0.0036 -0.003
O 13.0454 -15.3764 -4.955 0.0016 0 -0.0021
O -18.8308 12.3762 -1.3164 -0.0003 0.0008 0.0034
O -5.3415 1.4801 -1.4524 0.0011 -0.001 0.0037
O -13.2392 0.0602 -2.9209 -0.0003 0.0026 0.0032
O -9.4281 3.7485 -0.7558 -0.0012 0.0007 -0.0006
O -19.1447 16.9608 -10.0835 0.0002 0.0009 -0.0035
O -5.1274 5.145 -7.6873 -0.0009 0 0.0002
O -17.9784 -0.9204 -8.2647 0.0012 0.0015 -0.0016
O -37.8463 8.4011 -2.8541 0.0035 0 -0.001
O -31.2786 -10.1569 -9.2146 0.0008 0.0012 -0.0002
O -17.2693 -4.6224 -5.757 -0.0016 -0.0011 0.0004
O -46.3856 10.672 -10.2855 0.0016 0.0004 0.0011
O -1.0148 15.1634 -7.6319 0 -0.0004 0.0001
O 12.7709 -8.6429 -7.1467 -0.0006 -0.0008 -0.0017
O -20.3852 -15.2596 26.5689 0.0002 0.0001 0.0002
O -4.8066 -15.6627 17.2728 -0.0003 0.0022 0.0002
O 11.9093 -0.5934 15.9485 0.0019 0.0038 -0.0019
O -6.7712 10.4916 24.6322 0 0.0003 -0.0004
O -34.5757 8.3878 16.0473 -0.0001 -0.0047 -0.0084
O -15.5911 4.4953 22.3559 -0.0003 -0.0002 -0.0016
O 19.8199 7.8025 21.2803 0.0005 0.0011 -0.0006
O 29.119 -15.1846 23.6107 0.0008 -0.0021 -0.0008
O -8.9559 -2.9808 15.6344 0.0014 -0.0032 -0.0022
O -9.5613 5.9679 19.5933 0.0001 0.0004 -0.0024
O 10.7 33.2954 20.4257 0.0006 0.0013 -0.0019
O -11.6798 9.274 23.109 -0.0004 -0.0004 -0.0014
O 18.8639 18.8286 25.806 -0.0004 -0.0017 -0.0004
O 42.7863 29.3061 18.9503 0.0008 0.0015 -0.0001
O -0.4624 10.8929 26.3199 -0.0004 -0.0045 0.0013
O -29.0853 29.1153 27.6513 0.0009 0.0004 0.0031
O -13.9097 -32.7209 27.0287 -0.0008 0.0013 0.0037
O -41.5997 8.315 18.8533 -0.0009 0.0001 0.0004
O 3.7468 -2.323 22.801 -0.0016 -0.001 -0.0005
O 35.169 16.267 14.8921 0.0068 0.0149 0.0072
O -3.4718 17.9787 19.2596 0.0013 -0.0006 0.0001
O -6.6786 -20.0745 19.1315 -0.0006 -0.0008 -0.0018
O -0.0224 1.75 16.3286 0.0045 -0.0043 0.0007
O 15.2286 18.0651 15.6247 -0.0027 -0.0093 0.0065
O -3.386 21.0184 14.6413 0.0011 0.0015 -0.0008
O 9.0297 -28.9647 17.4375 0.0062 -0.0003 0.002
O -28.319 10.3033 27.1967 0.0029 -0.0006 0.0034
O -12.5826 1.2657 14.3585 0.0008 -0.0007 0.0004
O 33.2671 8.1182 21.0727 -0.0003 -0.0011 -0.0023
O -0.325 17.6353 23.1343 -0.0001 -0.0016 -0.0002
O -13.4288 -20.6204 19.5464 0.0003 -0.0008 0.0014
O 8.6582 -5.8337 21.8959 0.0002 -0.0014 -0.0001
O -6.2657 22.1732 16.8289 0.001 -0.001 -0.0008
O -1.2081 5.751 15.7707 -0.0018 -0.0003 -0.0001
O 13.4572 23.3834 15.9241 -0.0024 -0.003 -0.0004
O -13.7813 -17.7343 24.1676 0.0009 0.0009 -0.002
O 36.776 14.4579 21.0711 0 -0.0001 -0.0003
O -18.6658 -2.7964 25.2328 -0.001 -0.0005 -0.0026
O 0.3114 15.3117 22.0672 0.0003 0.0005 0.0001
O -29.6128 4.0424 18.7851 -0.001 -0.0004 0.0002
O -12.8571 2.1765 25.8939 0.0002 -0.0013 0.0014
O -10.2304 -17.4921 17.7108 -0.0007 -0.0016 0.0005
O -37.3942 -10.9233 18.9215 -0.0015 0.001 0
O -13.316 10.8597 21.9321 0.0022 0.0007 0
O -6.1702 -3.3598 18.9951 0.0013 -0.0013 0.0015
O -9.8563 15.8943 24.4897 0.0006 0.0004 -0.0011
O 12.43 9.1339 27.0614 0.0006 -0.0015 -0.0018
O -12.4393 2.4901 21.6556 0.0001 -0.001 -0.0001
O 8.396 -1.4127 19.3742 -0.0007 0.0005 -0.0002

Results
free energy: -113247.454 eV
free energy less fixed offsets of O -570.45, Si -639.56 eV per atom: 8.546 eV

The program warned: the cutoff lies below the one the program advises for these potential files; the forces do not sum to zero within the program's tolerance; empty levels may hold ghost states of the PAW files; the exchange-correlation potential is rough where the density is thin.
